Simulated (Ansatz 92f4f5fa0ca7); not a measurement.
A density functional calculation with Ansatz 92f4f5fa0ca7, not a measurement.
Periodic cell of 363 atoms, Si241O122, from a study of silicon, its oxide and their interface. The atomic structure is a simulated model.
Doubt: the cutoff is far below the 930 eV that the study's wrapper takes by default for these files, so forces and energies are approximate.
This geometry differs little from another in the collection (a relaxation step or a small displacement).

Settings: functional PBE; potential files Ansatz PAW; basis plane waves; wave-function cutoff 580 eV; density cutoff ratio 5; exchange-correlation grid ratio 1; k mesh 1 x 1 x 1, Gamma-centred; self-consistency stop 5e-08 eV per atom in the density residual; occupations fixed; spin none; net charge 0.

Cell vectors (angstrom)
a, 11.6015, 0, 0
b, 0, 13.3963, 0
c, 0, 0, 41.163

Atoms: element, x, y, z (angstrom)
Si, 0, 2.2327, 1.1851
Si, 3.8672, 2.2327, 1.1851
Si, 7.7343, 2.2327, 1.1851
Si, 1.9336, 5.5818, 1.1851
Si, 5.8008, 5.5818, 1.1851
Si, 9.6679, 5.5818, 1.1851
Si, 0, 8.9308, 1.1851
Si, 3.8672, 8.9308, 1.1851
Si, 7.7343, 8.9308, 1.1851
Si, 1.9336, 12.2799, 1.1851
Si, 5.8008, 12.2799, 1.1851
Si, 9.6679, 12.2799, 1.1851
Si, 1.9336, 1.1164, 1.9745
Si, 5.8008, 1.1164, 1.9745
Si, 9.6679, 1.1164, 1.9745
Si, 0, 4.4654, 1.9745
Si, 3.8672, 4.4654, 1.9745
Si, 7.7343, 4.4654, 1.9745
Si, 1.9336, 7.8145, 1.9745
Si, 5.8008, 7.8145, 1.9745
Si, 9.6679, 7.8145, 1.9745
Si, 0, 11.1635, 1.9745
Si, 3.8672, 11.1635, 1.9745
Si, 7.7343, 11.1635, 1.9745
Si, 1.9336, 1.1164, 4.3426
Si, 5.8008, 1.1164, 4.3426
Si, 9.6679, 1.1164, 4.3426
Si, 0, 4.4654, 4.3426
Si, 3.8672, 4.4654, 4.3426
Si, 7.7343, 4.4654, 4.3426
Si, 1.9336, 7.8145, 4.3426
Si, 5.8008, 7.8145, 4.3426
Si, 9.6679, 7.8145, 4.3426
Si, 0, 11.1635, 4.3426
Si, 3.8672, 11.1635, 4.3426
Si, 7.7343, 11.1635, 4.3426
Si, 0, 0, 36.8225
Si, 3.8672, 0, 36.8225
Si, 7.7343, 0, 36.8225
Si, 1.9336, 3.3491, 36.8225
Si, 5.8008, 3.3491, 36.8225
Si, 9.6679, 3.3491, 36.8225
Si, 0, 6.6981, 36.8225
Si, 3.8672, 6.6981, 36.8225
Si, 7.7343, 6.6981, 36.8225
Si, 1.9336, 10.0472, 36.8225
Si, 5.8008, 10.0472, 36.8225
Si, 9.6679, 10.0472, 36.8225
Si, 0, 0, 39.1906
Si, 3.8672, 0, 39.1906
Si, 7.7343, 0, 39.1906
Si, 1.9336, 3.3491, 39.1906
Si, 5.8008, 3.3491, 39.1906
Si, 9.6679, 3.3491, 39.1906
Si, 0, 6.6981, 39.1906
Si, 3.8672, 6.6981, 39.1906
Si, 7.7343, 6.6981, 39.1906
Si, 1.9336, 10.0472, 39.1906
Si, 5.8008, 10.0472, 39.1906
Si, 9.6679, 10.0472, 39.1906
Si, 0, 2.2327, 39.98
Si, 3.8672, 2.2327, 39.98
Si, 7.7343, 2.2327, 39.98
Si, 1.9336, 5.5818, 39.98
Si, 5.8008, 5.5818, 39.98
Si, 9.6679, 5.5818, 39.98
Si, 0, 8.9308, 39.98
Si, 3.8672, 8.9308, 39.98
Si, 7.7343, 8.9308, 39.98
Si, 1.9336, 12.2799, 39.98
Si, 5.8008, 12.2799, 39.98
Si, 9.6679, 12.2799, 39.98
Si, 3.9422, -4.6109, 21.8268
Si, 3.8238, -0.2228, 30.1923
Si, 11.3391, -4.4577, 32.4846
Si, -0.7841, -0.461, 27.4475
Si, 11.3874, -0.8181, 29.7067
Si, 6.1345, 0.1168, 26.0408
Si, -3.7379, 11.9326, 27.7113
Si, 9.5431, 10.6647, 23.8542
Si, 3.2333, 7.1273, 20.0919
Si, 5.6384, 16.5812, 25.8959
Si, 1.6736, 6.903, 28.0178
Si, 8.6233, 13.6669, 31.1792
Si, -0.557, 8.6546, 22.5468
Si, 1.5862, 2.318, 21.2824
Si, 7.7379, -1.4999, 29.938
Si, -2.6232, 9.9617, 21.2194
Si, 11.4043, 2.0725, 32.4242
Si, 15.0804, 4.2885, 32.3071
Si, -3.2946, 5.1557, 23.6271
Si, 1.9097, 11.8489, 30.6052
Si, 9.3017, 7.0669, 29.5242
Si, 1.8629, 8.1223, 31.9982
Si, 3.5324, 13.8542, 22.7608
Si, 9.7701, 10.9276, 30.4625
Si, -4.9012, 7.9573, 30.6296
Si, 5.5256, -1.8886, 30.5074
Si, 7.446, 1.6212, 32.6612
Si, 2.5001, 9.5584, 30.198
Si, 2.8445, 2.2672, 25.3291
Si, 6.9373, 3.9633, 32.5429
Si, -0.806, 8.8781, 30.0861
Si, 4.8737, 9.3089, 29.7734
Si, 7.4697, 8.3304, 32.8998
Si, 1.7496, 12.0307, 32.9387
Si, 5.5667, 11.6098, 32.8886
Si, 9.418, 11.7598, 32.569
Si, 1.7609, 0.9384, 33.4448
Si, 5.6001, 0.5329, 33.5746
Si, 9.4786, 1.9469, 33.8737
Si, -0.9571, 5.3881, 33.8709
Si, 5.0856, 4.993, 33.7749
Si, 8.7098, 4.1614, 34.0065
Si, 3.2598, 8.3942, 33.8358
Si, 5.4427, 7.3682, 33.9007
Si, 9.7364, 7.5784, 33.6711
Si, -0.2057, 11.035, 33.6582
Si, 3.5815, 10.7803, 33.8368
Si, 7.5775, 10.6507, 33.6234
Si, 1.9198, 1.1197, 35.9125
Si, 5.776, 1.0666, 35.9557
Si, 9.6686, 1.1321, 36.0692
Si, -0.0559, 4.5256, 36.0037
Si, 3.9759, 4.4984, 35.9645
Si, 7.7648, 4.4566, 36.1234
Si, 2.0282, 7.857, 35.9435
Si, 5.7964, 7.7932, 36.151
Si, 9.6787, 7.8383, 36.0334
Si, -0.0193, 11.1355, 36.0233
Si, 3.848, 11.1649, 36.1142
Si, 7.7304, 11.1132, 35.9884
Si, 0.0122, -0.0123, 5.2154
Si, 3.8542, 0.0002, 5.0598
Si, 7.7311, -0.0037, 5.0698
Si, 1.9287, 3.3611, 5.1289
Si, 5.7877, 3.3656, 5.1643
Si, 9.6726, 3.3616, 5.0117
Si, 0.0007, 6.6901, 5.0678
Si, 3.8746, 6.6944, 5.1679
Si, 7.7303, 6.7115, 5.1939
Si, 1.9118, 10.0331, 5.1478
Si, 5.7871, 10.0466, 5.1325
Si, 9.6616, 10.0781, 5.1617
Si, 0.0305, -0.0178, 7.6595
Si, 3.7819, -0.0087, 7.3849
Si, 7.7043, 0.0469, 7.3986
Si, 1.8862, 3.4193, 7.4972
Si, 5.7153, 3.419, 7.5572
Si, 9.6417, 3.3593, 7.3038
Si, -0.0553, 6.6916, 7.3954
Si, 3.8692, 6.6951, 7.5686
Si, 7.7139, 6.7668, 7.6169
Si, 1.8144, 9.9627, 7.5282
Si, 5.6677, 10.0887, 7.4987
Si, 9.5639, 10.1888, 7.5489
Si, -0.0504, 2.2845, 8.2021
Si, 3.7574, 2.2103, 8.2289
Si, 7.704, 2.2972, 8.0479
Si, 1.8785, 5.6554, 8.3134
Si, 5.8008, 5.632, 8.4912
Si, 3.9707, 4.751, 14.6828
Si, -0.2216, 8.8677, 8.2603
Si, 3.7717, 8.9102, 8.3487
Si, 7.6346, 9.1004, 8.3376
Si, 2.0021, 12.1406, 8.3976
Si, 5.7474, 12.3583, 8.1555
Si, 9.5826, 12.4585, 8.4334
Si, -3.1477, 2.3887, 10.2295
Si, 5.8924, 8.1875, 11.6269
Si, 6.293, -1.1606, 14.4908
Si, -1.7147, 5.678, 10.5765
Si, 10.8917, 7.9426, 10.4075
Si, 7.557, 9.7353, 10.6353
Si, -2.4868, 8.8879, 13.878
Si, 1.4859, 3.6785, 16.2303
Si, 6.0264, 3.7919, 22.8366
Si, -1.1636, 14.3652, 11.9637
Si, 5.616, 10.0574, 15.0452
Si, 6.765, 8.2719, 13.906
Si, -0.7177, 2.6222, 10.4158
Si, 3.6731, 1.8599, 10.5418
Si, 13.6131, 0.921, 17.1714
Si, 0.998, 3.4364, 24.2383
Si, 9.6719, 5.532, 8.2281
Si, 8.8462, -0.0764, 10.6186
Si, 6.5575, 3.7253, 15.4095
Si, 5.1475, 12.5981, 10.4243
Si, 13.058, 7.9006, 11.4438
Si, -5.6466, 5.7807, 10.9498
Si, 0.0899, 17.9043, 11.5591
Si, 11.9415, 9.0641, 13.2336
O, 12.1666, -8.6167, 17.015
O, 37.6135, -3.5648, 22.4913
O, 14.5262, -9.0768, 15.8296
O, 44.6925, 9.272, 17.4786
O, 12.3335, 16.6712, 14.811
O, -17.4363, -9.4314, 24.4474
O, 13.8235, 1.2532, 11.0942
O, -16.3686, -13.5968, 27.466
O, 10.2085, 10.8315, 20.539
O, 36.9919, 12.0673, 11.8472
O, 2.7577, 9.4388, 16.5524
O, -2.0059, -18.2799, 21.7478
O, 1.36, -10.3058, 22.6972
O, 3.2788, -6.6563, 27.7021
O, 0.5146, -4.6556, 21.3311
O, -5.0454, 18.7768, 18.6629
O, 10.3087, 32.672, 25.6445
O, -18.6145, -13.7445, 26.1638
O, 19.3268, -3.536, 20.203
O, 23.5165, 19.2778, 14.654
O, 6.6644, 15.7368, 22.4969
O, 4.9934, 8.763, 28.176
O, 13.987, -12.3076, 26.4095
O, 1.7418, -10.8884, 17.3209
Si, 10.8536, 5.4997, 27.1534
Si, 14.322, -3.2437, 15.0923
Si, -0.1071, -8.9601, 13.9561
Si, -9.943, 5.9706, 31.0087
Si, 6.3385, 17.1826, 18.503
Si, 25.4539, 11.9476, 18.8312
Si, 7.4032, -0.6805, 17.2596
Si, 1.9126, -7.7013, 10.6963
Si, 10.0851, 2.4684, 28.0828
Si, -0.3465, -1.3541, 20.1743
Si, 14.927, -13.4375, 27.1585
Si, -4.7785, -6.4608, 18.3384
Si, 10.9838, 6.038, 24.1521
Si, 14.6611, 11.4772, 10.5444
Si, 26.1843, 24.2721, 23.7732
Si, -1.8499, -10.9418, 23.9505
Si, 19.9252, -0.159, 24.0817
Si, 9.4361, 10.5184, 16.5331
Si, 5.2508, -2.4888, 18.1857
Si, 17.7609, 9.497, 19.8383
Si, 7.2558, 17.223, 27.6608
Si, 0.5388, 4.3686, 32.4076
Si, 3.7728, 14.6468, 32.1765
Si, 22.4338, 14.9039, 21.0509
Si, 7.9591, -9.023, 11.5046
Si, 11.8947, -7.1823, 16.2671
Si, 18.7059, -1.4422, 11.4426
Si, -1.7204, -5.6846, 17.9543
Si, 8.7927, 3.2154, 13.5275
Si, 19.7675, 1.5112, 19.3202
Si, 3.8618, -8.5773, 11.6469
Si, 1.4199, 11.0439, 26.5515
Si, 9.6975, -3.9457, 11.7087
Si, 18.17, 0.8477, 21.8717
Si, -4.4023, 5.0711, 30.4904
Si, 1.0405, 9.1578, 28.3527
Si, 15.6059, 4.0793, 20.4767
Si, 0.5755, -5.3954, 19.8902
Si, 18.9364, 19.8774, 26.2764
Si, 7.7529, -4.0492, 25.9357
Si, 24.9739, 0.196, 12.2789
Si, 16.1418, 7.5957, 27.1169
Si, -12.6596, 14.7371, 30.3092
Si, 23.2318, -1.0806, 17.2253
Si, -8.0734, 9.097, 10.7237
Si, 3.3917, -0.1688, 14.7936
Si, 17.7515, 6.6401, 15.3982
Si, 2.2484, -5.0677, 17.5962
Si, -6.6302, 22.3823, 24.5203
O, 1.6153, -6.6318, 20.1499
O, 6.1888, 16.7122, 16.9426
O, -21.9526, 19.6044, 29.4516
O, 27.2038, 16.5378, 26.1475
O, 18.7816, -8.4854, 22.4555
O, 6.1392, 34.6829, 19.4658
O, -6.6767, -0.2669, 14.2702
O, -14.2492, 1.2251, 24.6352
O, 0.8301, 5.9407, 26.9972
O, 20.94, -27.8834, 27.1266
O, 8.4528, 10.6114, 22.6216
O, 32.8022, -1.163, 24.2176
O, 18.6464, 27.629, 20.3126
O, 8.4095, 20.6017, 18.32
O, 39.4959, -18.6792, 23.1523
O, 17.7811, -7.0296, 30.5977
O, 27.6773, 10.5304, 24.3507
O, 1.5025, 20.6075, 16.6762
O, -16.0328, 12.175, 13.1068
O, -9.2276, -13.1962, 18.6068
O, 23.0491, -19.2657, 23.6577
O, -3.1406, 29.4801, 27.7882
O, 40.8023, -14.4182, 18.0372
O, 8.7314, 3.6966, 24.2393
O, -25.0565, 5.7331, 23.0936
O, 10.4582, 6.8003, 16.735
O, 8.3075, 24.7466, 17.3561
O, 15.6959, 8.3163, 25.7268
O, 11.7716, 0.254, 12.5965
O, 7.1593, 26.4013, 15.6647
O, 9.0947, 36.5452, 25.1171
O, 17.8191, 7.3225, 16.8801
O, -0.5715, -0.1272, 21.2344
O, 2.5342, 43.5377, 20.389
O, 15.676, -10.1862, 11.3592
O, -19.2734, 16.2329, 31.6676
O, 1.9057, 10.6449, 25.016
O, 10.8617, 12.5538, 18.6579
O, -4.0079, 19.5576, 24.7003
O, 2.7474, 11.7782, 15.1551
O, 22.3538, -5.9077, 19.3163
O, 19.2718, 16.4356, 19.0532
O, 14.1909, -14.8866, 27.3338
O, 19.7321, 13.998, 17.9539
O, 28.3728, 30.4354, 14.5475
O, -10.2046, -17.0839, 14.2814
O, 8.0453, 21.303, 26.6499
O, 21.4944, -9.1904, 14.2448
O, 28.0787, 0.7945, 10.879
O, -0.8913, -5.0696, 14.1259
O, 27.7934, 6.1939, 15.1384
O, 10.6939, -12.2034, 27.2073
O, 25.7465, -12.7975, 13.6474
O, 15.7224, 9.7283, 14.3569
O, 30.5815, -2.8748, 27.0013
O, 9.7138, 28.4617, 19.8455
O, 36.0821, 11.6635, 20.1436
O, 12.3002, -21.7298, 24.1526
O, 2.9564, -0.9771, 23.2739
O, -0.4753, -3.1489, 12.3283
O, -15.2567, -8.162, 27.1395
O, 50.1725, 13.8757, 28.6547
O, 28.247, -39.9013, 22.1191
O, 22.5922, 10.0905, 23.3497
O, 6.5456, 9.0555, 24.8829
O, 18.3534, 4.1231, 29.2072
O, 5.1224, 23.083, 21.0942
O, 28.1979, -23.3969, 19.3561
O, 15.064, 7.7304, 18.543
O, 2.5128, 14.3837, 21.5966
O, -5.848, 6.5603, 26.7257
O, -0.8216, 3.9175, 27.6376
O, 11.779, -1.2799, 26.3783
O, 21.1614, 15.1966, 13.123
O, -17.8137, -30.017, 16.707
O, 12.1856, 0.3177, 16.5881
O, 7.6761, 2.8076, 14.6691
O, -17.0031, 1.6754, 25.6421
O, 11.1879, -10.6766, 24.6915
O, 15.5624, 5.6837, 20.1999
O, 8.8783, -16.7788, 15.088
O, 10.0805, 15.548, 22.3719
O, 14.7669, -8.1343, 31.0155
O, -0.9211, 24.9167, 16.1917
O, 3.307, -8.4657, 13.2121
O, 3.2738, -12.6738, 16.1538
O, -16.1693, -0.6909, 24.9453
O, 1.2058, -17.8362, 18.7123
O, 7.9053, 21.3803, 29.4522
O, 24.5645, 11.4329, 17.5515
O, -4.5095, 5.2847, 15.3725
O, 7.7406, -13.4363, 22.5709
O, 20.3634, 19.0835, 30.323
O, 16.25, 17.3353, 21.9821
O, 10.0936, 6.494, 28.2073
O, 26.7482, 14.9231, 24.0127
O, 25.2623, -9.2119, 33.1816
O, -7.89, 38.0227, 18.7564

Results
free energy: -222570.691 eV
free energy less fixed offsets of O -568.88, Si -635.61 eV per atom: 14.679 eV

Forces (eV/angstrom), in the order of the atoms: element, x, y, z
Si, 0.091, 0.0056, -0.0395
Si, -0.0267, 0.0358, 0.0451
Si, -0.0058, -0.0475, 0.056
Si, -0.0564, -0.0656, -0.0504
Si, 0.0226, -0.043, -0.0309
Si, 0.0691, 0.0233, 0.0442
Si, -0.0198, 0.0089, 0.0325
Si, -0.0122, 0.0102, -0.0193
Si, -0.0029, 0.0093, -0.0284
Si, -0.0004, 0.0037, 0.0102
Si, 0.007, 0.0001, 0.047
Si, 0.0022, 0.0371, 0.0004
Si, -0.1322, 0.0229, 0.0001
Si, -0.0107, 0.0754, -0.0261
Si, 0.0965, -0.0984, -0.0393
Si, 0.0907, 0.0092, 0.0243
Si, -0.0165, 0.0387, -0.0108
Si, -0.1219, 0.105, -0.0295
Si, 0.0715, -0.0177, -0.0188
Si, 0.0124, -0.0194, -0.0128
Si, -0.0735, 0.0612, 0.018
Si, -0.0105, 0.0171, 0.0039
Si, -0.0698, -0.0669, -0.021
Si, -0.0344, -0.0618, -0.0117
Si, -0.2915, 0.0724, 0.0204
Si, -0.0994, 0.2303, -0.0314
Si, 0.2912, -0.1855, -0.0369
Si, 0.2147, -0.0121, -0.5822
Si, -0.019, 0.1054, -0.0122
Si, -0.2679, 0.2724, 0.0316
Si, 0.163, -0.0421, -0.0195
Si, 0.0076, -0.0592, 0.1449
Si, -0.2014, 0.1799, 0.2629
Si, -0.0572, 0.1324, 0.1387
Si, -0.2046, -0.1845, -0.062
Si, -0.0572, -0.1163, -0.1464
Si, 0.1866, -0.0418, -0.471
Si, -0.2907, 0.2345, -0.1245
Si, -0.2121, -0.2401, -0.5922
Si, 0.2333, 0.212, -1.4772
Si, 0.2223, -0.4404, -0.1812
Si, 0.2507, 0.0066, 1.175
Si, 0.3533, 0.45, -0.1944
Si, 0.0116, -0.1359, 0.8019
Si, 0.4177, 0.0238, 0.2604
Si, -0.1542, -0.1161, 0.4117
Si, 0.0121, 0.0288, 0.1994
Si, -0.1357, -0.0096, 0.224
Si, 0.0411, 0.0106, 0.0207
Si, -0.1197, 0.0692, -0.0011
Si, -0.0268, -0.064, 0.038
Si, 0.0165, 0.0747, 0.0941
Si, 0.0898, -0.1753, 0.0362
Si, 0.175, 0.0258, -0.0271
Si, 0.1962, 0.1908, 0.0538
Si, -0.1137, -0.1543, -0.0546
Si, 0.0911, -0.0046, 0.0155
Si, -0.133, -0.0552, 0.0129
Si, 0.0121, -0.0299, 0.0145
Si, -0.0422, -0.0164, -0.0046
Si, -0.1236, 0.0082, -0.0129
Si, 0.0205, -0.0355, -0.0719
Si, 0.04, 0.0558, -0.0105
Si, 0.0493, 0.087, 0.0444
Si, -0.0388, 0.0613, -0.0389
Si, -0.0793, -0.0474, -0.0151
Si, 0.0257, 0.002, 0.0697
Si, 0.0053, -0.0024, -0.0186
Si, -0.0041, 0.0054, 0.0333
Si, 0.0037, -0.0208, -0.0023
Si, -0.0045, -0.0259, -0.0527
Si, 0.006, -0.0427, -0.0331
Si, 0.0614, 0.0503, 0.1063
Si, -0.0184, 0.0038, -0.0723
Si, -0.0166, -0.0518, -0.0399
Si, 0.0142, -0.0488, -0.097
Si, -0.0216, -0.0682, 0.0623
Si, 0.0729, -0.011, 0.0235
Si, -0.0279, 0.0616, -0.0359
Si, -0.027, -0.0151, -0.0245
Si, -0.0668, -0.0541, -0.0823
Si, -0.0426, -0.0447, -0.0358
Si, -0.0752, 0.0336, 0.09
Si, -0.0066, 0.0653, -0.0047
Si, -0.0314, 0.0047, -0.0187
Si, 0.0972, 0.039, 0.0151
Si, -0.0499, 0.0092, 0.1449
Si, 0.0155, 0.0077, 0.0173
Si, 0.0275, -0.0193, 0.034
Si, 0.0142, 0.0793, 0.0371
Si, 0.0696, 0.0511, -0.0582
Si, 0.0112, 0.019, -0.0361
Si, 0.0075, -0.0327, 0.029
Si, -0.0835, -0.0085, -0.0781
Si, 0.0157, 0.0252, -0.0513
Si, 0.1284, -0.0747, -0.1372
Si, -0.0212, -0.0433, -0.0296
Si, 0.0072, -0.0248, 0.0636
Si, -0.0359, 0.0209, -0.0333
Si, 0.0349, -0.042, 0.0255
Si, -0.0068, 0.0164, 0.0235
Si, -0.0481, -0.0891, 0.0879
Si, 0.1305, -0.0658, 0.0381
Si, -0.0304, -0.0379, -0.1219
Si, -0.0205, -0.0506, 0.0044
Si, -0.0033, 0.0061, 0.0315
Si, 0.0167, -0.0114, 0.0198
Si, -0.0413, 0.219, 0.2713
Si, 0.0107, 0.018, -0.0023
Si, -0.0232, -0.0287, -0.0022
Si, 0.0572, -0.1606, -0.0521
Si, 0.0553, -0.0828, -0.0035
Si, 0.0436, 0.0136, -0.0173
Si, -0.0286, 0.0288, -0.0235
Si, -0.044, 0.0867, 0.0472
Si, 0.0969, -0.0499, -0.0267
Si, -0.0338, 0.159, -0.0473
Si, -0.1092, 0.0326, -0.1214
Si, -0.0451, -0.0245, -0.0049
Si, 0.0006, -0.0339, -0.0116
Si, -0.0079, -0.0085, -0.0212
Si, -0.0228, -0.008, 0.0023
Si, -0.0063, -0.0295, 0.0208
Si, -0.0073, 0.001, -0.0189
Si, -0.0649, -0.0268, -0.0143
Si, -0.0435, -0.0038, -0.0037
Si, 0.0001, -0.0041, -0.0175
Si, -0.0032, -0.0165, 0.0035
Si, -0.0392, 0.0014, 0.0213
Si, 0.0043, -0.0084, 0.0073
Si, 0.0152, 0.0177, 0.0068
Si, 0.0059, 0.0237, -0.0259
Si, 0.0156, -0.0106, -0.0107
Si, 0.0068, 0.0013, 0.0427
Si, -0.0084, 0.0067, 0.0207
Si, 0.0055, -0.0028, 0.0131
Si, -0.0117, -0.0195, 0.0112
Si, -0.005, -0.0033, -0.0337
Si, -0.0012, -0.0029, 0.0016
Si, -0.0013, -0.0009, 0.0063
Si, 0.0116, 0.0111, 0.0183
Si, -0.0073, -0.0162, 0.0083
Si, -0.0068, -0.0027, -0.0037
Si, 0.0125, 0.0313, -0.0265
Si, 0.0134, 0.006, -0.0113
Si, 0.0248, -0.0274, -0.0068
Si, 0.0073, 0.0151, -0.0077
Si, -0.0279, 0.0269, 0.0046
Si, 0.0078, 0.0131, 0.0169
Si, 0.0045, -0.0062, -0.0134
Si, 0.0095, -0.0301, 0.0064
Si, 0.0277, 0.0022, -0.0052
Si, 0.0178, 0.0136, 0.0084
Si, -0.0289, -0.015, 0.0021
Si, 0.0301, -0.0182, -0.0181
Si, -0.0487, 0.0301, 0.0051
Si, -0.0074, -0.0055, 0.0048
Si, -0.0005, 0.0205, -0.0387
Si, 0.0116, 0.0012, 0.019
Si, 0.0379, 0.0225, -0.0156
Si, -0.0153, -0.0147, 0.0339
Si, 0.0344, 0.0842, 0.0444
Si, 0.0066, 0.0097, -0.0085
Si, -0.0228, -0.0006, -0.0042
Si, -0.015, -0.0113, -0.0535
Si, 0.0259, 0.0165, -0.0023
Si, 0.0174, -0.0297, 0.0133
Si, -0.0269, 0.0308, 0.0198
Si, 0.0093, -0.0333, -0.0093
Si, 0.0673, 0.0143, -0.0009
Si, -0.0345, -0.002, 0.0277
Si, 0.016, -0.0223, 0.032
Si, -0.0084, -0.0652, 0.0249
Si, -0.0126, -0.0034, 0.0707
Si, 0.0331, -0.0245, 0.0597
Si, -0.0854, 0.0234, 0.0118
Si, 0.0424, -0.0178, -0.0352
Si, -0.0413, 0.0411, -0.0452
Si, -0.0107, 0.0829, 0.0473
Si, 0.0427, -0.0679, -0.0233
Si, -0.0398, -0.0145, -0.0083
Si, 0.0103, 0.054, 0.0009
Si, -0.0189, 0.0186, -0.0756
Si, 0.008, 0.0254, 0.0167
Si, -0.0075, -0.0316, -0.0127
Si, -0.0244, 0.0364, -0.0023
Si, -0.014, 0.1015, 0.0357
Si, -0.0267, 0.0751, 0.0411
Si, 0.0185, -0.0636, -0.0213
Si, -0.0193, 0.0013, 0.0221
Si, 0.0291, -0.05, -0.0194
Si, -0.1959, 0.0374, -0.093
O, 0.0294, 0.0132, 0.0101
O, -0.0184, 0.0061, 0.0158
O, 0.0381, 0.0069, -0.0295
O, -0.005, 0.0356, 0.0141
O, 0.0169, 0.0038, 0.0045
O, -0.0124, -0.0118, 0.0343
O, 0.0249, 0.0525, -0.085
O, -0.0406, -0.0104, -0.1196
O, 0.0411, 0.0049, 0.0134
O, 0.0471, -0.0195, -0.0304
O, 0.0056, 0.0208, -0.0002
O, 0.0379, 0.002, 0.0166
O, -0.0157, 0.0177, -0.0191
O, -0.0102, 0.0006, -0.0299
O, 0.0024, 0.0065, 0.026
O, -0.0117, 0.008, 0.046
O, -0.055, -0.0371, 0.0551
O, -0.0527, -0.0045, -0.0211
O, -0.0571, -0.0172, 0.0047
O, 0.0087, 0.0297, -0.0091
O, 0.0039, 0.0044, 0.0309
O, 0.0207, 0.0408, 0.0436
O, 0.0101, -0.0286, -0.0036
O, -0.0143, 0.0006, 0.0121
Si, 0.0272, -0.0151, 0.0223
Si, 0.0305, 0.0892, -0.031
Si, 0.0675, 0.005, -0.0799
Si, 0.0909, 0.0026, -0.0639
Si, 0.034, 0.0005, -0.0645
Si, -0.0887, 0.0773, -0.1058
Si, 0.009, 0.0003, -0.0446
Si, 0.0176, -0.0225, -0.0137
Si, -0.0231, -0.0198, 0.1287
Si, -0.0393, 0.0085, -0.0527
Si, 0.0618, 0.0561, 0.0626
Si, 0.0352, -0.0625, -0.0777
Si, 0.026, 0.0154, -0.0642
Si, -0.087, 0.0059, 0.0603
Si, 0.0752, -0.0594, -0.0014
Si, 0, 0.0004, -0.0881
Si, 0.003, -0.0523, -0.0531
Si, -0.0034, -0.0505, -0.0492
Si, 0.0216, 0.0491, -0.0906
Si, 0.0397, 0.0193, -0.0223
Si, 0.0853, 0.023, 0.0373
Si, 0.0876, -0.051, 0.0189
Si, 0.0287, 0.1163, 0.0489
Si, -0.188, -0.0636, -0.0707
Si, 0.0766, -0.0098, 0.045
Si, -0.0086, -0.0994, 0.0151
Si, 0.0552, 0.0179, 0.1936
Si, 0.06, -0.0376, -0.043
Si, -0.0296, 0.0551, -0.1361
Si, 0.0221, 0.0442, -0.0346
Si, 0.0015, -0.04, 0.0036
Si, -0.0364, -0.0803, 0.0794
Si, 0.0286, 0.1556, -0.0637
Si, 0.0417, -0.0025, -0.0478
Si, 0.0492, -0.0523, 0.0192
Si, 0.0002, 0.1057, -0.0459
Si, 0.0274, -0.0176, -0.0848
Si, -0.0621, -0.0523, -0.0536
Si, 0.0294, 0.0766, -0.0241
Si, -0.011, 0.0274, -0.0086
Si, -0.108, -0.0289, 0.1323
Si, -0.0362, 0.002, 0.0555
Si, -0.0133, -0.0014, 0.0098
Si, 0.0034, 0.0967, -0.036
Si, -0.0049, -0.0239, -0.0336
Si, -0.0404, 0.0509, 0.067
Si, -0.0339, 0.0138, -0.117
Si, -0.0378, -0.0651, -0.0073
Si, 0.0092, 0.0019, 0.0033
O, 0.0552, 0.0208, 0.0154
O, 0.0079, -0.0208, -0.0147
O, 0.048, 0.0121, 0.0151
O, 0.0225, -0.0592, -0.0584
O, -0.0181, -0.0235, 0.0232
O, 0.0024, -0.0094, 0.0317
O, 0.0946, -0.03, -0.0274
O, 0.0009, -0.0006, 0.0163
O, 0.0095, -0.035, 0.0001
O, 0.0335, 0.01, 0.0644
O, 0.0197, 0.0044, 0.0304
O, -0.0302, 0.0454, -0.0013
O, -0.0075, -0.0173, 0.0581
O, -0.0179, 0.0077, 0.0499
O, -0.0306, 0.0207, 0.0098
O, -0.0117, 0.1419, -0.0427
O, -0.0116, 0.0165, 0.0077
O, 0.0483, 0.0455, 0.0165
O, 0.0128, -0.0754, -0.2126
O, 0.0123, -0.0527, 0.0427
O, 0.0027, -0.0108, 0.0141
O, 0.0243, 0.0058, -0.045
O, -0.0289, -0.0114, 0.0097
O, -0.0047, -0.0339, 0.0319
O, -0.0153, -0.0318, 0.0596
O, -0.0265, 0.0224, 0.0163
O, -0.0108, -0.0088, 0.004
O, -0.0171, -0.0103, 0.0091
O, 0.1717, -0.0502, 0.0223
O, 0.0293, 0.0116, 0.042
O, -0.017, -0.032, 0.0201
O, 0.0006, 0.025, 0.0045
O, 0.0347, 0.0116, 0.0216
O, 0.0093, 0.0039, 0.0188
O, -0.0212, 0.0782, -0.0091
O, -0.0333, -0.1335, 0.0267
O, -0.051, 0.0223, 0.0582
O, 0.0066, -0.0224, 0.0195
O, -0.0281, -0.0143, 0.041
O, -0.0176, -0.1187, 0.0118
O, -0.0291, 0.0093, 0.0198
O, -0.0073, -0.0098, 0.0416
O, -0.0237, -0.0464, -0.0111
O, -0.0173, -0.0434, -0.0241
O, -0.0174, -0.0369, 0
O, -0.0143, 0.0494, 0.0528
O, -0.0101, -0.0485, 0.0488
O, -0.0486, -0.0415, -0.0149
O, 0.0272, -0.0728, -0.0166
O, -0.0559, 0.084, -0.0038
O, -0.0184, -0.0627, 0.0494
O, -0.0168, -0.0385, -0.025
O, -0.0544, 0.0154, -0.0922
O, 0.0496, -0.0379, 0.0297
O, 0.0022, -0.0147, -0.025
O, -0.018, 0.0048, 0.0324
O, 0.0304, -0.0069, 0.0359
O, -0.0187, 0.0095, -0.0156
O, -0.0244, -0.015, 0.0203
O, 0.0003, -0.0934, 0.1
O, -0.0102, 0.0246, -0.0569
O, -0.0141, -0.0432, -0.025
O, -0.0185, -0.0004, 0.0322
O, 0.013, 0.0004, 0.0234
O, 0.0133, -0.006, -0.0113
O, 0.0249, 0.0684, 0.025
O, 0.0061, -0.0139, 0.0154
O, -0.0188, -0.0071, 0.032
O, -0.0147, -0.0017, 0.0141
O, 0.0023, -0.0072, 0.009
O, -0.0076, -0.0005, 0.0318
O, 0.0112, 0.0289, -0.0796
O, -0.0363, 0.0248, 0.001
O, -0.0114, 0.0472, 0.0817
O, -0.0332, -0.0417, -0.0103
O, 0.0208, -0.0541, 0.0397
O, 0.0011, -0.0507, 0.0392
O, -0.0215, 0.0309, -0.0067
O, -0.0251, -0.0353, 0.0242
O, 0.0076, -0.0102, 0.0344
O, 0.0052, -0.0106, 0.0373
O, 0.026, 0.0123, 0.0528
O, -0.0934, 0.0824, -0.0348
O, -0.0038, -0.0238, -0.0039
O, 0.0303, 0.0433, -0.0436
O, 0.0156, -0.051, -0.041
O, -0.0455, 0.0156, -0.0316
O, 0.0276, 0.0174, 0.0182
O, -0.0368, 0.0546, 0.0359
O, 0.0154, -0.0119, 0.0452
O, -0.0016, -0.0571, 0.054
O, -0.0258, 0.0237, 0.0412
O, 0.0028, -0.0083, -0.0335
O, -0.018, 0.0069, 0.0533
O, -0.0318, 0.0068, -0.0143
O, 0.004, -0.0144, 0.0218
O, -0.1041, -0.0389, 0.0021
O, 0.0634, -0.0344, 0.0386

The program warned: the cutoff lies below the one the program advises for these potential files; the forces do not sum to zero within the program's tolerance; the exchange-correlation potential is rough where the density is thin.
